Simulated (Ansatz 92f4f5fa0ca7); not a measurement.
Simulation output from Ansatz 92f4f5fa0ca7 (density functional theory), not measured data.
Periodic cell of 406 atoms, Si266O140, from a study of silicon, its oxide and their interface. The atomic structure is a simulated model.
Doubt: the cutoff is far below the 930 eV that the study's wrapper takes by default for these files, so forces and energies are approximate.
This geometry differs little from another in the collection (a relaxation step or a small displacement).

Settings
functional: PBE
potential files: Ansatz PAW
basis: plane waves
wave-function cutoff: 580 eV
density cutoff ratio: 5
exchange-correlation grid ratio: 1
k mesh: 1 x 1 x 1, Gamma-centred
self-consistency stop: 5e-08 eV per atom in the density residual
occupations: fixed
spin: none
net charge: 0

Cell vectors (angstrom)
a  15.4687  0  0
b  0  12.8259  0
c  0  0  35.914

Atoms and the computed forces on them: element, x, y, z (angstrom), force x, y, z (eV/angstrom)
Si  -0.015  1.1705  33.2415  0.0021  -0.0013  0.0008
Si  3.8629  1.17  33.2266  0.001  -0.0021  0.0006
Si  7.6923  1.1709  33.2403  0.0008  -0.0008  0.0005
Si  11.5815  1.1702  33.2431  0.0002  -0.0026  0.0002
Si  1.9462  7.5843  33.2402  -0.0006  -0.0009  0.0004
Si  5.7722  7.5798  33.2548  -0.0008  -0.0004  0.001
Si  9.6628  7.5835  33.2371  -0.0007  -0.0014  0
Si  13.5223  7.5842  33.2497  0.0012  -0.0013  -0.0004
Si  1.9336  5.247  33.6471  0.018  0.0406  -0.0569
Si  5.8008  5.247  33.6471  -0.0451  -0.0703  -0.2135
Si  9.6679  5.247  33.6471  -0.144  0.1356  0.1382
Si  13.5351  5.247  33.6471  0.0734  0.0792  0.0917
Si  0  11.6599  33.6471  0.0088  0.0887  0.0179
Si  3.8672  11.6599  33.6471  0.033  0.0068  -0.2386
Si  7.7343  11.6599  33.6471  -0.1059  0.0657  -0.0499
Si  11.6015  11.6599  33.6471  -0.1116  0.0484  -0.0627
Si  0  4.664  34.8838  0.0034  0.0489  0.0056
Si  3.8672  4.664  34.8838  0.0012  -0.0426  -0.0356
Si  7.7343  4.664  34.8838  0.0262  0.0284  -0.0012
Si  11.6015  4.664  34.8838  0.014  -0.0294  -0.0378
Si  1.9336  11.0769  34.8838  0.0037  -0.0227  -0.0356
Si  5.8008  11.0769  34.8838  0.0132  -0.0023  -0.0234
Si  9.6679  11.0769  34.8838  0.0271  -0.0083  -0.0195
Si  13.5351  11.0769  34.8838  0.016  -0.0119  -0.0386
Si  0  2.332  35.2961  -0.0324  0.0269  0.0613
Si  3.8672  2.332  35.2961  0.0313  0.0035  -0.0183
Si  7.7343  2.332  35.2961  -0.1312  0.0187  0.0572
Si  11.6015  2.332  35.2961  -0.0145  0.0236  0.0825
Si  1.9336  8.745  35.2961  0.0636  0.0113  0.0639
Si  5.8008  8.745  35.2961  -0.0894  0.0288  0.1465
Si  9.6679  8.745  35.2961  0.0091  0.0192  0.0474
Si  13.5351  8.745  35.2961  -0.0432  0.0261  0.1269
Si  1.9336  1.749  0.6188  -0.0034  -0.0238  -0.0243
Si  5.8008  1.749  0.6188  0.0242  0.0187  0.0191
Si  9.6679  1.749  0.6188  0.0156  -0.0091  -0.0204
Si  13.5351  1.749  0.6188  0.0215  0.0038  0.0001
Si  0  8.162  0.6188  -0.0011  -0.0117  -0.0179
Si  3.8672  8.162  0.6188  0.0011  0.0428  0.0361
Si  7.7343  8.162  0.6188  -0.0064  -0.0141  -0.0151
Si  11.6015  8.162  0.6188  0.0229  0.0056  0.0085
Si  0  5.83  1.031  -0.003  -0.0567  -0.0454
Si  3.8672  5.83  1.031  0.0034  0.03  0.0295
Si  7.7343  5.83  1.031  -0.0299  -0.0345  -0.0227
Si  11.6015  5.83  1.031  -0.0097  0.0193  0.0156
Si  1.9336  12.2429  1.031  0.0024  0.0269  0.0283
Si  5.8008  12.2429  1.031  -0.0133  -0.0194  -0.0102
Si  9.6679  12.2429  1.031  -0.0194  0.0277  0.0355
Si  13.5351  12.2429  1.031  -0.0129  -0.0011  -0.0029
Si  1.9336  5.247  2.2678  -0.0582  -0.011  -0.0463
Si  5.8008  5.247  2.2678  0.0588  0.0039  -0.0411
Si  9.6679  5.247  2.2678  -0.0516  -0.0262  -0.1541
Si  13.5351  5.247  2.2678  0.1462  -0.0324  -0.1809
Si  0  11.6599  2.2678  -0.0164  -0.0324  -0.0915
Si  3.8672  11.6599  2.2678  0.0858  -0.0024  0.0339
Si  7.7343  11.6599  2.2678  -0.0582  -0.0293  -0.0685
Si  11.6015  11.6599  2.2678  0.0591  -0.0285  0.0272
Si  1.9336  2.915  2.68  -0.0026  0.0184  0.0327
Si  5.8008  2.915  2.68  -0.0224  0.015  0.0357
Si  9.6679  2.915  2.68  -0.0183  -0.006  0.0203
Si  13.5351  2.915  2.68  -0.0207  0.0285  0.0452
Si  0  9.328  2.68  -0.0007  -0.0003  0.0151
Si  3.8672  9.328  2.68  -0.0003  -0.0322  0.0024
Si  7.7343  9.328  2.68  -0.0035  -0.0071  0.0055
Si  11.6015  9.328  2.68  -0.0242  0.0093  0.0239
Si  0.1675  0.0621  26.7234  0.0048  -0.0008  -0.0297
Si  3.37  0.0286  26.6307  0.0045  0.009  0.0046
Si  8.0704  0.1087  26.5452  -0.0029  0.0027  -0.0078
Si  11.2432  0.0667  26.764  -0.005  0.0056  -0.003
Si  1.6163  6.4739  26.7104  -0.0006  0.0075  -0.0006
Si  6.1804  6.4573  26.6313  0.0009  0.0096  0.0023
Si  9.3511  6.5868  26.8896  0  0.0045  -0.0083
Si  13.962  6.7902  26.6418  -0.0031  -0.001  -0.01
Si  1.8519  4.1057  26.8364  0.0021  -0.0051  -0.0143
Si  5.8023  4.0802  26.9943  -0.0003  -0.0046  -0.0008
Si  9.7908  4.282  27.0921  -0.0016  -0.0063  -0.0041
Si  13.4561  3.7763  27.1699  0.0087  0.0136  -0.0123
Si  -0.0603  10.5889  27.0476  -0.0004  -0.0105  -0.0018
Si  3.7972  10.4802  26.9808  0.003  -0.0042  -0.0027
Si  7.7335  10.5693  26.7162  0.0013  -0.0028  -0.0135
Si  11.532  10.5545  27.0886  -0.006  -0.009  -0.0026
Si  0.0376  3.4978  28.2746  -0.0115  0.004  0.003
Si  3.7966  3.5654  28.1699  0.002  0.0045  0.0056
Si  7.7791  3.5205  28.1887  0.0031  0.0027  0.004
Si  11.5358  3.5053  28.4606  0.0005  -0.0011  0.0012
Si  1.8789  9.8885  28.248  -0.0039  0.0025  0.0054
Si  5.8259  10.013  28.1258  0.0004  0.0025  0.004
Si  9.5518  9.9914  28.232  0.0047  0.0028  0.0032
Si  13.4979  10.0022  28.3091  0.0039  0.0069  0.0073
Si  -0.0331  1.2131  28.7628  -0.002  0.0039  0.022
Si  3.7748  1.2083  28.6663  -0.0001  -0.009  -0.0055
Si  7.7246  1.1889  28.6561  0.0002  -0.0017  0.0038
Si  11.4837  1.1708  28.8341  0.0031  -0.0034  0.0053
Si  1.9041  7.5805  28.772  -0.0008  -0.0027  -0.0029
Si  5.8048  7.6571  28.6614  -0.0006  -0.01  -0.0041
Si  9.5918  7.7245  28.8794  0.0011  0.0007  0.0078
Si  13.5649  7.6753  28.7709  -0.0031  -0.0011  0.0026
Si  1.8992  0.6008  29.9721  0.0008  -0.0048  -0.0012
Si  5.7551  0.6152  29.8502  -0.001  -0.001  -0.0016
Si  9.5656  0.6086  30.0307  -0.0027  -0.0067  -0.0021
Si  13.4886  0.6117  29.9614  -0.0005  -0.0062  -0.0062
Si  -0.0121  7.0372  30.0236  0.0026  -0.0023  0.0017
Si  3.8815  7.0221  29.9084  0.0036  -0.0022  -0.0012
Si  7.6638  7.046  30.0117  0.0004  -0.0017  -0.0019
Si  11.5954  7.0421  29.9402  -0.001  -0.0055  -0.0054
Si  -0.0041  4.6933  30.3355  0.001  -0.0002  0.002
Si  3.8433  4.6822  30.285  -0.0004  0.001  -0.0012
Si  7.727  4.6876  30.2933  0.0011  0.0002  0
Si  11.5828  4.7233  30.4376  -0.0009  0.0044  0.0076
Si  1.9163  11.0829  30.3173  -0.001  0.0002  0.0004
Si  5.8046  11.1059  30.262  -0.0008  0.001  -0.0003
Si  9.601  11.1086  30.3372  -0.0005  0.0027  0.0015
Si  13.5187  11.1191  30.3762  0.0009  0.0008  -0.0002
Si  1.9305  4.1018  31.5682  0.0016  0.0035  -0.0051
Si  5.7856  4.0896  31.5383  -0.0006  -0.0004  -0.0059
Si  9.6285  4.1089  31.5961  0.0006  0.0038  -0.0064
Si  13.5403  4.0951  31.593  -0.0002  0.0025  -0.0042
Si  -0.0043  10.5069  31.5853  -0.0003  0.0041  -0.0077
Si  3.8709  10.509  31.5395  -0.0008  -0.0006  -0.0065
Si  7.6939  10.5024  31.5765  0.0022  0.0025  -0.0054
Si  11.5636  10.515  31.5663  0.001  0.0005  -0.0063
Si  1.9178  1.7661  32.018  -0.0038  -0.0004  -0.0011
Si  5.7787  1.7527  31.9497  0.0012  0.0016  -0.0008
Si  9.6268  1.7842  32.0531  -0.0007  0.0006  0.0005
Si  13.5131  1.7681  32.0163  0  0.0036  0.0015
Si  -0.0028  8.1868  32.059  -0.0007  -0.0019  0.0005
Si  3.8694  8.1757  31.9802  0.0006  0  -0.0015
Si  7.6964  8.1798  32.0569  0.0009  -0.0015  0.0001
Si  11.5994  8.1872  32.0041  0.0011  0.0038  0.002
Si  0  2.332  3.9167  0.0371  0.0222  0.2163
Si  3.8672  2.332  3.9167  0.0249  -0.0729  0.0619
Si  7.7343  2.332  3.9167  0.0329  -0.0435  0.0687
Si  11.6015  2.332  3.9167  0.0286  -0.2129  -0.067
Si  1.9336  8.745  3.9167  0.0059  -0.0746  0.0306
Si  5.8008  8.745  3.9167  -0.0351  -0.0148  -0.0386
Si  9.6679  8.745  3.9167  0.0124  -0.0531  -0.0616
Si  13.5351  8.745  3.9167  0.0869  0.0107  0.1708
Si  1.9293  6.4062  4.3272  0.001  0.0006  -0.0023
Si  5.8196  6.4096  4.3268  -0.002  0.0005  -0.0012
Si  9.6734  6.4064  4.3125  0.0007  0.0009  -0.0013
Si  13.5716  6.406  4.3089  -0.0005  0.0001  -0.0022
Si  0.0045  12.8252  4.3175  0.0012  0.0009  0.0005
Si  3.8879  12.8201  4.3385  -0.0012  0.0014  0.0011
Si  7.7252  12.8244  4.3201  0  0.0008  0.0004
Si  11.6203  12.8206  4.336  -0.0001  0.0031  0.0011
Si  0.008  5.8143  5.5928  -0.0021  -0.0004  -0.0006
Si  3.8754  5.8086  5.5231  0.0019  0.0022  0.0016
Si  7.7573  5.8056  5.5627  0.0015  -0.0024  -0.0008
Si  11.6318  5.7602  5.4573  0.0002  0.0011  0.0029
Si  1.9358  12.222  5.5307  -0.0035  0.0006  -0.0003
Si  5.8212  12.2432  5.6076  0.003  0.0002  -0.0013
Si  9.6592  12.2305  5.5271  -0.0033  -0.0009  0.0004
Si  13.5673  12.233  5.5839  0.0032  -0.0026  -0.0014
Si  0.0138  3.4875  6.0232  0.001  0.001  0.0042
Si  3.8856  3.4765  5.9923  0.0001  -0.0027  0.0025
Si  7.7583  3.4854  5.9945  0  0.0007  0.0033
Si  11.6121  3.4497  5.9825  0  -0.0033  0.0031
Si  1.9272  9.8941  5.9871  0.0018  -0.0013  0.0051
Si  5.7961  9.8979  5.9813  -0.0001  -0.0013  0.0064
Si  9.6613  9.9024  5.9727  0.0022  -0.0021  0.0051
Si  13.5659  9.8981  6.016  -0.0015  0.0002  0.0054
Si  1.9707  2.9019  7.264  0.0033  -0.0016  0.003
Si  5.8292  2.9002  7.2356  -0.0014  -0.0002  0.0008
Si  9.6878  2.891  7.2472  0.0025  0.0004  0.0027
Si  13.5289  2.8879  7.255  -0.004  0.0009  -0.0027
Si  0.0386  9.2753  7.2835  0.0011  -0.0013  -0.0029
Si  3.8599  9.3308  7.2205  -0.0015  -0.0039  0.0009
Si  7.7279  9.2528  7.1824  -0.0004  0.0013  0.0011
Si  11.5939  9.2745  7.1779  0.0012  -0.0009  0.0011
Si  -0.002  6.9382  7.6866  0.0039  0.0052  0.0022
Si  3.8615  6.9824  7.5529  0.0001  0.0071  0.0006
Si  7.7969  6.9375  7.6352  -0.004  0.0018  0.0048
Si  11.664  6.944  7.4465  -0.0022  0.0058  -0.0023
Si  1.9376  13.3887  7.5692  0.0058  0.0013  -0.0023
Si  5.8576  13.3994  7.699  0.0013  0.0016  0.0026
Si  9.6423  13.3686  7.5839  0.0062  0.0041  -0.0016
Si  13.6015  13.3753  7.6666  0.0069  -0.001  0.0037
Si  1.9792  6.3297  8.8338  0.0017  0.0038  0.0036
Si  5.788  6.4084  8.7706  -0.0011  0.0056  -0.0079
Si  9.8365  6.3694  8.7559  0.0027  0.0034  -0.0023
Si  13.4619  6.3841  8.8526  -0.0034  0.0028  0
Si  0.0886  12.7202  8.8814  -0.007  0.0011  -0.0108
Si  3.8514  12.885  8.8189  -0.0029  0.0048  0.0068
Si  7.7956  12.676  8.9095  -0.009  -0.0051  -0.0182
Si  11.3623  13.5515  10.8187  -0.0027  -0.0063  -0.0117
Si  2.043  4.0317  9.3802  -0.0111  -0.0031  -0.0032
Si  5.7974  4.0865  9.2826  0.0135  -0.0053  -0.0013
Si  9.8103  4.0418  9.3295  -0.0161  -0.0049  0.0036
Si  13.4303  4.0181  9.3415  0.0035  -0.004  -0.0006
Si  0.0975  10.3946  9.3847  -0.0044  -0.006  -0.0042
Si  3.8645  10.5606  9.2657  -0.0042  0.001  -0.0089
Si  7.7095  10.3427  9.2571  -0.0017  -0.0056  -0.0099
Si  11.5504  10.4406  9.2389  0.0039  -0.0026  -0.0017
Si  -0.0274  3.6616  10.4766  0.0066  0.0155  0.0064
Si  4.0031  3.5321  10.7447  0.0019  0.0033  0.0102
Si  7.7943  3.7318  10.4872  0.0082  -0.0192  -0.0172
Si  11.5992  3.097  10.6762  0.0014  0.0017  0.0042
Si  2.106  9.8262  10.6618  0.0045  0.0051  0.0053
Si  5.7436  9.9829  10.5591  -0.0002  0.0074  0.0105
Si  9.615  9.7862  10.5243  0.0067  0.0036  0.0121
Si  13.5039  9.9933  10.4851  -0.0056  0.0082  0.005
Si  0.4225  0.7018  11.0715  -0.003  0.0058  0.0122
Si  3.5734  1.1566  10.9083  -0.0019  -0.0029  -0.0141
Si  8.1983  0.6721  11.0926  0.0003  0.0041  0.0237
Si  11.5946  -0.1315  8.6815  -0.0046  -0.0011  0.0038
Si  2.3473  7.5055  10.8437  -0.0067  -0.0086  -0.0018
Si  5.5276  7.6237  10.7723  -0.0051  -0.0069  0.0003
Si  10.4058  7.5561  10.727  0.0007  -0.0011  -0.0028
Si  12.9861  7.6817  10.8071  0.0028  0.0012  -0.0015
O  15.3792  4.8359  11.6036  -0.0006  0.0011  -0.0022
O  3.9567  7.2795  11.2764  0.0122  0.0009  -0.0009
O  -2.3662  7.6859  25.5962  0.0031  0  0.0046
O  7.7932  6.7027  26.3066  -0.0002  -0.002  0.002
O  9.6812  0.3683  26.1651  0.0092  -0.0036  0.0021
O  1.7631  0.3151  26.2393  -0.0037  -0.0012  0.0028
O  7.808  4.6751  11.8348  -0.0019  0.0083  0.0076
O  2.0422  13.5553  11.4298  0.0057  -0.0021  -0.0015
O  4.6997  13.3417  11.9076  0.0014  -0.0014  0.0034
O  1.2798  7.0411  12.0405  0.0037  0.0046  -0.0035
O  7.75  2.2325  11.1335  -0.0043  0.0247  -0.0068
O  7.32  12.8392  12.3177  -0.0084  -0.0056  -0.0046
O  13.5184  11.0187  13.6764  -0.0003  0.0056  -0.0058
O  9.5287  6.7001  11.8455  0.0001  0.0009  -0.0035
O  2.438  10.3365  12.2328  -0.0006  -0.0011  -0.0053
O  5.661  10.8341  12.0085  0.0006  -0.0039  -0.0069
O  -0.4048  -0.3219  12.0789  -0.0006  0.0008  0.0009
O  13.9827  7.0973  12.0126  -0.0027  0.0012  -0.0023
O  9.1393  10.4953  11.9774  -0.0002  -0.0031  -0.0106
O  4.4085  4.4254  12.1185  -0.001  -0.0019  -0.0081
O  11.4829  3.4539  12.3101  0.0003  -0.0007  -0.0051
O  15.3236  2.2252  11.2979  -0.0011  -0.0007  -0.0058
O  9.8139  13.3408  11.4056  0.0162  -0.0053  0.0009
O  6.7827  7.1076  11.7325  -0.0003  0.0033  -0.0019
O  13.462  5.2507  26.4536  0.0007  -0.0129  0.0092
O  10.2647  3.8133  25.5471  0.0005  0.001  0.003
O  10.4054  7.2992  25.8425  -0.0031  -0.0014  0.0039
O  7.7336  9.857  25.1851  -0.0003  0.0041  0.0142
O  5.3335  7.1742  25.3978  0.001  -0.0004  0.0034
O  7.071  0.784  25.3933  0.0042  -0.0038  0.0083
O  15.5526  6.8925  26.2345  0.0031  -0.0016  0.0023
O  3.9185  9.4849  25.6403  0.0012  0.0029  -0.001
O  14.4288  0.4206  25.5878  0.003  -0.0011  0.0085
O  4.3669  0.722  25.5031  -0.0011  -0.0013  0.0034
O  2.6931  7.0811  25.6296  -0.0021  -0.0029  0.0026
O  1.7861  3.3508  25.3434  0.0013  0.0043  0.01
O  11.5101  9.7314  25.6386  0.0006  0.0048  0
O  13.2572  2.7036  25.9347  -0.0009  -0.0065  0.0018
O  5.7306  3.0884  25.653  0.0004  0.0029  0.0001
O  -0.237  10.0537  25.4779  0.0004  0.0042  0.0087
Si  1.2503  10.8048  17.9908  0.0016  0.0015  0.0032
Si  8.5934  1.3339  21.616  -0.0001  -0.0006  -0.0036
Si  13.6255  11.4239  22.106  0.0011  0.0005  -0.0058
Si  5.6807  1.5825  25.017  0.0004  -0.0012  -0.0077
Si  0.7069  0.1393  22.7047  0.0006  0.0006  -0.0058
Si  9.4019  10.2927  13.5779  -0.0002  0.0006  0.0064
Si  11.9208  5.2844  15.9906  -0.0016  -0.0001  0.0044
Si  10.7253  10.4612  22.2174  -0.0005  -0.0003  -0.005
Si  12.926  1.0382  15.5477  0.0007  -0.0009  0.0052
Si  8.0354  11.3202  21.275  0.0019  -0.0005  -0.0049
Si  1.1517  8.8083  20.1621  0.0008  0  -0.0027
Si  14.9045  13.1342  17.5162  0.0001  0.0004  0.0024
Si  0.2561  10.3062  23.9503  0.0019  0.0002  -0.01
Si  12.7083  11.5802  19.1375  0.0016  0.0006  0.0009
Si  -0.1276  6.2502  12.3693  -0.0032  -0.0035  0.0077
Si  14.9306  6.1614  15.4658  0.0024  -0.0006  0.0038
Si  11.4789  2.9857  13.8719  0.0002  0.0007  0.0051
Si  4.6187  4.8436  13.6954  -0.0017  -0.0005  0.0069
Si  11.1613  9.8131  17.2  0.0003  0.0005  0.0031
Si  8.5377  6.4905  22.74  0.0005  0.0003  -0.0039
Si  4.0236  12.6883  15.0597  0.0016  -0.0007  0.0053
Si  6.4521  3.5953  15.7709  0.0011  -0.0001  0.0058
Si  1.7269  2.9945  23.7477  -0.0004  0.0004  -0.0055
Si  9.1311  1.9994  15.6773  0.0001  -0.0008  0.0048
Si  1.0001  8.7274  15.8828  0.0051  0.0004  0.0051
Si  2.7362  0.9052  20.44  0.002  0.0016  -0.0027
Si  3.5521  2.8586  15.6112  -0.0004  0.0009  0.0068
Si  -0.4003  4.0914  21.76  0.0007  -0.0004  -0.0033
Si  11.087  1.2992  20.0457  0.0011  0.0004  -0.0033
Si  3.9546  11.8861  18.1025  0.0014  -0.0006  0.0039
Si  13.6172  11.6877  12.1588  -0.003  -0.0141  -0.0038
Si  -2.4795  5.7006  22.7815  -0.0011  0  -0.0025
Si  7.4353  5.3796  18.2978  0.0002  0.0003  0.0009
Si  17.0132  4.5083  17.2773  0.0023  0.0001  0.0028
Si  12.2395  10.9659  14.7127  -0.0003  0.001  0.0053
Si  8.2086  9.4897  23.6543  0.0027  0.0004  -0.0055
Si  2.6339  7.2563  17.9528  0.0014  0.0003  0.0008
Si  0.4528  2.6297  19.3447  0.0018  0.0007  -0.001
Si  3.9417  7.9599  25.0531  0.0006  -0.0013  -0.0065
Si  7.9973  7.7863  14.5992  0.0016  0.0021  0.008
Si  5.0009  7.8722  14.6424  -0.001  0.0009  0.0071
Si  9.6169  7.0886  17.0394  -0.0002  0.0009  0.0048
Si  2.3109  8.2751  22.7119  0.0003  -0.0001  -0.0046
Si  2.7438  10.0745  13.8204  -0.0009  -0.0001  0.0069
Si  5.5016  7.7832  17.8071  -0.0006  0.0003  0.0031
Si  4.5564  2.5772  22.3507  0.0006  -0.0017  -0.0037
Si  8.7272  11.6701  16.1672  0.0008  0.0016  0.0032
Si  11.1415  7.6717  22.0105  0.0025  -0.0001  -0.0056
Si  11.6127  8.1682  25.1727  0.0032  -0.0013  -0.0097
Si  15.4942  6.8224  21.9115  0.0006  0.0004  -0.0047
Si  7.0151  4.1275  21.226  0.0017  0.0001  -0.0056
Si  11.1382  1.8016  22.9121  0.0012  0.0002  -0.0052
Si  8.0403  6.2027  12.2876  0.0017  -0.0011  0.0098
Si  12.9273  1.1608  25.4932  -0.0051  0.0058  -0.0139
Si  10.5802  4.5508  24.1225  0.0014  0.0032  -0.0048
Si  11.3124  2.9014  17.5512  0.0008  -0.0002  0.0009
Si  5.789  12.3549  12.617  0.0067  0.0029  0.0082
Si  6.7366  10.6559  18.4315  0.0009  -0.0003  0.0025
O  4.5582  6.4675  13.9107  0.0011  0.0003  -0.0046
O  13.372  5.9801  15.8653  -0.0025  -0.0002  -0.0019
O  2.2862  7.9259  16.4974  0.0001  0.0006  -0.0023
O  0.8606  12.3513  17.6466  0.0017  -0.0002  -0.0023
O  2.3481  3.2036  16.669  0.0005  0.0005  -0.0027
O  9.6848  11.3091  21.2895  -0.0011  0.0004  0.0018
O  4.0486  7.7941  18.5562  0.0011  0.0003  -0.0013
O  0.6688  3.9734  22.99  0.0006  0.0002  0.0017
O  12.7476  1.9753  14.2106  0.0005  0.0007  -0.0035
O  13.7724  12.0983  18.0324  0.0011  0  -0.0022
O  7.8707  2.8003  21.6879  0  0.0013  0.0016
O  7.5639  0.0515  21.552  0  0.0009  0.0018
O  12.2184  9.8321  15.9126  0.0004  -0.0001  -0.0022
O  6.3989  9.11  18.0599  -0.0005  0.0016  -0.0014
O  13.5055  11.1749  20.4997  0.0004  0.0005  0.0011
O  10.9634  10.6645  13.7609  0.0013  0.0008  -0.0018
O  12.1366  12.4546  15.3628  0.001  0.0011  -0.0032
O  6.5166  8.4076  14.3046  0.0006  0.0004  -0.0053
O  10.4628  8.3808  17.5927  0.0006  0.0004  -0.0018
O  12.1885  6.4951  21.5705  0.0003  0.0002  0.0005
O  3.2385  3.1873  23.1275  0.0014  -0.0005  0.0031
O  4.0098  1.4792  21.2749  -0.0016  -0.001  0.0002
O  0.8219  10.2621  19.485  0.0005  -0.0009  0.0017
O  1.5249  6.845  22.5746  0.0011  0.0003  0.0021
O  7.3046  4.4234  19.6298  0  -0.0003  0.0025
O  10.7903  3.3897  23.0146  0.0004  -0.0006  0.0018
O  11.6028  12.7469  19.3718  0.0001  0.003  -0.0001
O  1.4085  9.3826  14.4532  0.0013  0.001  -0.0056
O  11.4035  2.5976  19.129  0.0001  -0.0007  0.0019
O  12.0448  11.3619  22.6429  0.0008  0.0005  0.0028
O  -1.9252  4.2296  22.3297  0.0011  -0.0002  0.0021
O  3.4266  4.0537  14.4936  0.0016  0.0009  -0.0045
O  5.4443  3.7472  21.5912  0.0015  0.0013  0.0013
O  2.8772  10.6762  17.8468  0.0015  0.001  -0.0013
O  11.9622  10.2709  18.5349  -0.0004  -0.0013  -0.0019
O  15.9385  5.1727  16.2611  0.0006  -0.0008  -0.0015
O  14.5643  12.786  22.3174  0  -0.0013  0.0024
O  8.3269  7.6339  16.1819  0.0004  0.0002  -0.0034
O  9.6324  1.1123  22.8897  0.0004  0.0005  0.0024
O  1.1081  1.5001  23.5016  0.0013  0.0003  0.0024
O  9.1439  8.7235  13.9255  0.0008  0.0008  -0.004
O  11.4927  7.9943  23.5746  0.0004  0.0007  0.007
O  9.7839  9.9619  23.4845  -0.0003  -0.0002  0.0035
O  1.0323  11.7312  23.7268  0.0005  0.0014  0.0033
O  1.6773  0.0593  21.3753  0.0014  0.0008  0.0018
O  3.7622  8.0698  23.4242  -0.0008  0.0002  0.0026
O  9.7889  2.8149  16.945  0.0016  0.0009  -0.0016
O  5.4282  12.467  14.2166  -0.002  0.0002  -0.0039
O  9.3017  5.5207  23.8189  -0.0003  0.0007  0.0021
O  11.9819  5.4132  24.0469  0.0011  -0.0005  0.0012
O  7.0757  4.5514  16.9344  0.0004  0.001  -0.0022
O  2.6329  5.6323  17.7646  0.0011  -0.0002  -0.0016
O  15.2099  7.7335  15.7349  -0.003  -0.0006  -0.0028
O  5.0921  7.5705  16.2414  0.0011  0.0004  -0.0022
O  7.9444  7.8687  23.4312  0.0006  0  0.0024
O  5.3336  11.3848  18.7618  -0.0002  0.0008  -0.0014
O  6.3208  6.5457  18.4457  0.0008  0.0008  -0.0012
O  15.4118  5.4882  20.9698  0.0006  0.0002  0.0008
O  -0.3674  2.8483  20.7333  0.0004  0.0002  0.0011
O  4.0031  9.0631  14.1376  0.0018  -0.001  -0.0038
O  11.6634  4.3719  14.6814  0.0014  0.0011  -0.0026
O  9.9929  10.8808  16.8141  0.0011  0  -0.002
O  16.1153  4.011  18.5325  -0.001  -0.0016  0.0007
O  6.0369  4.3415  14.3639  0.0004  0.0005  -0.0044
O  7.457  11.3665  17.1464  -0.0002  0.0004  -0.0014
O  2.4085  8.9641  21.2232  0.0005  0  0.0014
O  -0.449  1.608  18.4711  0.001  0.0013  0
O  1.9441  2.1369  19.7431  -0.0002  -0.0007  0.0011
O  9.0471  13.256  16.0875  0.0001  0.0001  -0.0024
O  10.6781  6.3272  16.0675  0.0019  -0.0005  -0.0032
O  7.4253  5.5186  22.0263  -0.0008  -0.0004  0.0014
O  14.4923  0.7638  15.9863  0.0001  0.0004  -0.0026
O  11.2386  9.1552  21.3366  0.0017  -0.0009  0.001
O  7.6098  2.5089  15.4041  0.0005  0.0016  -0.0032
O  14.4378  10.2513  22.9262  0.0012  0.0007  0.0021
O  12.4016  12.7921  11.8765  0.0051  0.0025  0.0109
O  0.4976  9.8924  16.8901  -0.0005  0.0002  -0.0018
O  1.483  7.7093  19.0078  -0.0011  0.0017  0.0011
O  11.9213  4.3921  17.3541  0.0004  0.0002  -0.0016
O  8.9414  6.0772  18.1572  0.0005  -0.0001  -0.0011
O  8.4743  11.1589  14.618  0.0009  0  -0.0012
O  8.0582  6.3073  13.9135  -0.0007  0.0006  -0.0033
O  12.2063  1.2639  24.0175  0.0026  -0.0005  0.0069
O  14.3176  6.6553  23.0594  0.0008  0.0008  0.002
O  9.6591  7.0532  21.6876  -0.0001  0.0005  0.0009
O  -0.1262  8.1836  20.9958  0.0009  0.0009  0.0013
O  12.2257  1.7971  16.7936  0  0.0024  -0.0018
O  11.842  1.5007  21.4734  0.0006  0.0001  0.001
O  7.6078  10.7674  19.8035  -0.0012  -0.0004  -0.0015
O  7.4332  10.3453  22.4691  -0.0005  0.0008  0.0016
O  5.5321  1.7898  23.4088  -0.0011  0.0013  0.0017
O  3.3034  0.0288  19.2146  -0.0003  0.0004  -0.0003
O  15.2377  5.8462  13.9176  -0.0002  -0.0016  -0.0063
O  1.3617  9.1696  23.6756  0.0003  0.0006  0.0025
O  5.0488  2.9132  16.3108  0.0004  0.0002  -0.0026
O  2.9891  11.5368  14.5255  0.0005  0.0007  -0.0034
O  9.4674  1.275  20.2321  0.0022  0.0005  0.0001
O  3.3857  1.378  14.9063  0.0009  0.0005  -0.0041
O  4.3095  12.5447  16.6581  0.0004  0.0006  -0.0027
O  10.0781  2.2492  14.3465  -0.0005  0.0004  -0.0026

Results
free energy: -248722.995 eV
free energy less fixed offsets of O -568.88, Si -635.61 eV per atom: -7.535 eV

The program warned: the cutoff lies below the one the program advises for these potential files; the exchange-correlation potential is rough where the density is thin.
